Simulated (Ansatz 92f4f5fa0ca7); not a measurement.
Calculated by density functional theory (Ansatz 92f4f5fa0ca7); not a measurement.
Periodic cell of 237 atoms, Si146O90As1, from a study of silicon, its oxide and their interface. The atomic structure is a simulated model.
Doubt: the cutoff is far below the 930 eV that the study's wrapper takes by default for these files, so forces and energies are approximate.
This geometry differs little from another in the collection (a relaxation step or a small displacement).

Settings: functional PBE; potential files Ansatz PAW; basis plane waves; wave-function cutoff 580 eV; density cutoff ratio 5; exchange-correlation grid ratio 1; k mesh 1 x 1 x 1, Gamma-centred; self-consistency stop 5e-08 eV per atom in the density residual; occupations fixed; spin none; net charge +1 e, with a uniform compensating background and no finite-size correction.

Cell vectors (angstrom)
a	11.6015	0	0
b	0	10.938	0
c	0	0	32.0622

Atoms: element, x, y, z (angstrom)
Si	-0.1953	-0.0637	23.2693
Si	3.6708	0.2046	23.1001
Si	7.5536	-0.1378	23.4444
Si	1.6867	1.3742	23.4165
Si	5.7371	1.4016	23.1828
Si	9.443	1.226	23.3589
Si	0.1612	5.3116	23.4588
Si	4.1271	5.295	23.3954
Si	8.0379	5.6093	23.5457
Si	2.1606	6.5778	23.3653
Si	5.9716	6.7667	23.4781
Si	10.0143	6.8692	23.6002
Si	1.904	2.6664	25.3854
Si	5.8351	2.6563	25.2475
Si	9.6294	2.6858	25.2619
Si	11.5962	4.0031	25.3872
Si	3.8948	3.9693	25.325
Si	7.745	4.0932	25.3467
Si	1.9738	8.1528	25.1854
Si	5.7767	8.17	25.3634
Si	9.7113	8.2655	25.4375
Si	11.6387	9.5605	25.2598
Si	3.8672	9.5868	25.0665
Si	7.6923	9.5201	25.4098
Si	11.649	-0.0102	27.2033
Si	3.9047	-0.053	27.1113
Si	7.7619	-0.0201	27.2905
Si	1.9867	1.3097	27.2824
Si	5.8333	1.3209	27.1947
Si	9.6954	1.3312	27.2058
Si	11.59	5.4726	27.234
Si	3.8479	5.4234	27.2134
Si	7.7153	5.4648	27.2673
Si	1.9369	6.8218	27.1656
Si	5.7625	6.7986	27.2716
Si	9.6544	6.8196	27.2922
Si	1.9439	2.7229	29.181
Si	5.7983	2.7221	29.1197
Si	9.6793	2.7268	29.1395
Si	0.0122	4.0945	29.1555
Si	3.8667	4.0894	29.1654
Si	7.7355	4.0858	29.1784
Si	1.9407	8.1915	29.1124
Si	5.7975	8.1861	29.1811
Si	9.6719	8.1938	29.2112
Si	0.0055	9.5562	29.142
Si	3.8749	9.558	29.1013
Si	7.7353	9.5481	29.2056
Si	0.002	0.0039	31.0783
Si	3.8625	0.0089	31.0482
Si	7.7315	0.0114	31.1114
Si	1.9308	1.3712	31.1128
Si	5.7961	1.3725	31.0589
Si	9.6702	1.3682	31.0863
Si	0.0084	5.4687	31.0864
Si	3.8724	5.4756	31.0936
Si	7.7415	5.4607	31.1176
Si	1.9391	6.8362	31.0616
Si	5.807	6.8296	31.1101
Si	9.6767	6.826	31.1363
Si	1.9312	2.7562	0.9813
Si	5.7949	2.7489	0.9263
Si	9.6709	2.7377	0.9693
Si	-0.0068	4.1134	0.9567
Si	3.8642	4.1171	0.9686
Si	7.7394	4.1106	0.9984
Si	1.9326	8.2346	0.9227
Si	5.8004	8.2264	0.9581
Si	9.6657	8.2194	0.9975
Si	-0.0079	9.5933	0.9661
Si	3.8681	9.5962	0.9428
Si	7.7377	9.585	0.9811
Si	11.6178	0.0449	2.8971
Si	3.8526	0.0322	2.8931
Si	7.7405	0.0205	2.9016
Si	1.9365	1.415	2.9252
Si	5.8166	1.3717	2.8359
Si	9.6565	1.3909	2.9271
Si	11.5558	5.502	2.8769
Si	3.8978	5.4906	2.9161
Si	7.7388	5.5134	2.9237
Si	1.9209	6.7913	2.8004
Si	5.8159	6.8719	2.8832
Si	9.6573	6.9097	2.9685
Si	1.9128	2.83	4.8351
Si	5.84	2.7228	4.7484
Si	9.5957	2.8024	4.8371
Si	11.5416	4.1342	4.7878
Si	3.9201	4.0953	4.8309
Si	7.7163	4.214	4.892
As	1.8824	8.1417	4.8075
Si	5.8128	8.2494	4.7952
Si	9.6427	8.3125	4.9193
Si	11.5766	9.7069	4.8857
Si	3.8602	9.5368	4.798
Si	7.7148	9.695	4.8965
Si	11.592	0.2518	6.8057
Si	3.738	-0.0424	6.6881
Si	7.7073	0.0543	6.9273
Si	2.0393	1.521	6.782
Si	5.7135	1.2837	6.6272
Si	9.6275	1.5373	6.8377
Si	11.4917	5.4894	6.7058
Si	4.0216	5.4229	6.7973
Si	7.7436	5.6657	6.8447
Si	1.9764	6.5869	6.7141
Si	5.8266	6.9896	6.7667
Si	9.7491	7.0577	6.9343
O	10.0067	7.9773	8.3171
O	7.6692	9.9337	8.2313
O	7.4023	4.7335	8.1758
O	3.368	10.355	8.2275
O	2.0403	7.5616	8.0229
O	3.9993	4.5908	8.2551
O	9.7855	2.4491	8.2268
O	2.5983	2.3548	8.1382
O	11.3819	4.5785	8.0813
O	5.3382	2.3693	7.8174
O	5.8144	7.9918	8.097
O	11.2821	10.3383	8.1723
O	11.2772	10.0868	21.7952
O	3.2241	10.7147	21.5298
O	5.7801	7.7634	22.1582
O	4.2267	4.4456	21.9513
O	7.6828	9.6799	22.1925
O	10.3276	7.6721	22.1851
O	1.6172	2.4011	22.1163
O	5.9501	2.4337	21.8789
O	8.4469	4.7021	22.2153
O	-0.0722	4.4483	22.0408
O	2.3413	7.3579	21.9225
O	9.1286	1.8831	21.868
Si	1.9197	7.7957	9.6207
Si	5.0384	0.5814	17.6927
Si	2.4868	5.4176	14.0246
Si	10.558	3.8579	14.0533
Si	8.2758	2.3895	15.2681
Si	9.5511	2.2439	20.3394
Si	10.5073	3.6485	9.096
Si	0.0372	2.3102	11.579
Si	11.0233	8.1266	15.4015
Si	5.1587	6.9354	14.002
Si	5.7515	2.6142	11.1346
Si	8.5814	7.6694	19.3883
Si	8.1213	4.8456	20.6277
Si	5.9134	9.5855	15.2103
Si	2.1146	7.6334	20.337
Si	1.9266	4.8883	18.7866
Si	4.4967	3.4429	18.0167
Si	8.5043	8.9252	16.815
Si	0.8339	9.4757	13.312
Si	9.9098	10.6549	11.7474
Si	5.3547	3.7042	21.0153
Si	0.5779	5.5181	16.2673
Si	10.7787	9.1617	9.1718
Si	6.567	8.894	21.2862
Si	7.1145	7.1099	11.5042
Si	2.6761	0.7339	12.2374
Si	10.8929	8.6809	21.0391
Si	6.0409	4.3326	15.6424
Si	7.0804	0.4884	12.9928
Si	4.051	2.9814	8.6143
Si	0.8744	6.7407	11.8989
Si	6.576	9.0527	9.0953
Si	0.6687	3.2884	21.1429
Si	9.8031	6.5046	12.8925
Si	7.7113	4.5375	9.7672
Si	3.9851	10.0716	20.2191
Si	4.2601	3.0418	13.5424
Si	3.8626	10.0155	9.7595
Si	8.0579	0.779	18.0376
O	11.5124	3.2234	12.9062
O	9.3372	4.4699	9.8933
O	8.8083	3.6048	19.856
O	4.037	-0.0589	18.813
O	11.3208	4.5348	15.311
O	9.8521	9.7858	10.352
O	3.7698	1.5346	13.148
O	0.6611	9.0429	14.8727
O	6.4764	0.9732	18.3866
O	4.7574	3.1674	19.6088
O	6.2527	1.1809	11.7533
O	0.5615	8.6624	9.8579
O	5.6469	4.3208	17.2353
O	8.4446	7.2025	12.4052
O	4.405	2.6302	10.1656
O	2.0601	5.652	15.5765
O	3.381	0.059	10.9363
O	5.8835	7.2234	12.5582
O	2.3028	6.3542	19.3685
O	0.6495	4.9265	17.7777
O	8.4145	10.6935	12.3897
O	5.4803	10.0873	9.6989
O	0.5996	8.1966	20.2028
O	9.7624	2.5993	14.6812
O	2.0067	10.5857	13.238
O	9.9407	9.1042	16.0902
O	6.1392	10.3504	13.7794
O	7.4515	1.5971	14.1175
O	1.6513	3.9223	20.0435
O	5.9055	5.7976	14.9254
O	7.3343	8.9396	15.6957
O	1.5129	1.6622	11.6096
O	7.1976	8.2911	10.379
O	4.3284	1.9899	17.2815
O	7.0272	3.1634	10.2868
O	11.5327	7.0011	16.4482
O	8.2887	10.1409	17.8377
O	3.2824	8.5318	10.1033
O	7.5886	3.846	15.5199
O	3.1391	4.3038	17.8956
O	2.896	3.8873	13.706
O	1.333	8.2064	12.4335
O	1.2094	5.6749	13.0597
O	4.965	8.3054	14.8689
O	11.1735	2.3909	20.3351
O	10.9833	9.9957	12.7747
O	5.2859	3.5786	12.3722
O	5.0864	3.2066	14.9271
O	6.4899	4.8008	20.5639
O	8.3999	1.5714	16.6615
O	10.4114	1.2395	11.4592
O	10.8711	6.6143	11.6518
O	3.2565	8.6752	19.8509
O	1.7058	6.4437	10.5123
O	7.1637	8.2022	19.9629
O	8.5022	7.5849	17.757
O	3.6735	6.4261	13.6127
O	9.5671	4.9551	13.3425
O	5.5152	9.9935	20.7579
O	10.3433	7.3599	14.1464
O	8.7816	6.1669	19.9682
O	7.0689	5.7166	10.6665
O	5.2632	10.5453	16.38
O	9.054	1.1432	19.2644
O	11.5817	3.1608	10.1932
O	9.7398	8.7093	19.8905

Results
free energy: -148858.025 eV
free energy less fixed offsets of As -4856.12, O -568.88, Si -635.61 eV per atom: -3.645 eV

Forces (eV/angstrom), in the order of the atoms: element, x, y, z
Si	0.0022	-0.0044	0.0086
Si	-0.0065	-0.0058	0.0168
Si	0.0008	0.0029	0.0044
Si	0.0126	0.0031	0.0129
Si	0.0018	-0.0031	0.0096
Si	-0.0015	0.0035	0.0127
Si	0.0034	0.0075	0.0113
Si	-0.0119	0.003	0.0212
Si	0	0.0129	0.0104
Si	0.0045	-0.0084	0.014
Si	0.0012	-0.012	0.0078
Si	-0.0128	-0.0086	0.0147
Si	-0.0048	-0.012	-0.0022
Si	-0.0022	-0.0092	0.0007
Si	0.0016	-0.0047	-0.0079
Si	0.0017	0.0083	-0.0088
Si	0.0072	0.0108	-0.0145
Si	-0.0003	0.0025	-0.0164
Si	-0.0038	-0.0133	-0.0111
Si	0.0048	-0.0077	-0.0094
Si	0.0059	-0.0065	-0.0189
Si	0.0021	0.0129	0.0025
Si	0.0007	0.0102	-0.0028
Si	-0.0052	0.006	-0.0001
Si	0.0062	-0.0027	-0.0018
Si	-0.0014	-0.0056	0.0066
Si	-0.0044	0.0043	-0.0063
Si	-0.0015	0.0039	0.0005
Si	0.0041	0.0029	0.0073
Si	-0.0027	-0.0011	0.0085
Si	-0.0013	-0.0052	-0.0003
Si	0.0027	-0.0057	0.0034
Si	-0.0023	-0.0001	0.0005
Si	0.0022	0.0129	0.0046
Si	-0.0082	0.0049	-0.0005
Si	0.0084	-0.0008	0.0011
Si	0.0155	-0.0026	0.001
Si	0.0002	-0.0003	-0.0139
Si	0.0078	0.0022	-0.0146
Si	-0.0064	0.0025	0.0068
Si	-0.0084	0.001	0.0057
Si	-0.0045	-0.0028	0.0138
Si	-0.0015	-0.0085	-0.0063
Si	-0.0086	-0.0019	0.0148
Si	-0.0091	0.0031	0.0155
Si	0.0027	0.0016	-0.0113
Si	0.0103	-0.0015	-0.0234
Si	0.0097	-0.0012	0.0085
Si	0.0033	0.0045	0.0075
Si	-0.0027	0.0108	0.0078
Si	-0.0022	0.0034	-0.0022
Si	-0.0045	0.0023	-0.0065
Si	0.0071	-0.0041	0.0031
Si	-0.0035	-0.0058	0.0044
Si	0.0006	0.0039	-0.0033
Si	0.0038	0.0038	-0.0121
Si	-0.0011	0.0078	0.0009
Si	0.0033	-0.0031	-0.003
Si	0.006	-0.0004	0.0034
Si	-0.0025	-0.0067	0.0008
Si	0.0078	-0.0188	0.0025
Si	0.0027	-0.0009	-0.012
Si	-0.0066	-0.0029	0.0035
Si	-0.0182	-0.0006	-0.0073
Si	0.0056	0.0122	0.0053
Si	0.0083	-0.002	-0.0029
Si	-0.0018	0.0041	0.0269
Si	-0.0006	0.0218	-0.0032
Si	0.0007	0.0253	0.011
Si	-0.0081	-0.0162	0.0075
Si	0.0048	-0.0183	0.0093
Si	0.0021	-0.0256	-0.0073
Si	-0.0272	0.0191	-0.0121
Si	-0.0032	0.0221	-0.0275
Si	0.003	0.0226	-0.0033
Si	0.0083	0.0011	0.0307
Si	0.0001	-0.0228	0.0054
Si	0.0211	-0.0261	-0.0069
Si	-0.0069	0.0132	0.0263
Si	-0.0165	0.0117	0.0164
Si	-0.0037	0.0205	0.0049
Si	0.0112	-0.0078	-0.0316
Si	0.0086	-0.0175	-0.0072
Si	-0.0056	-0.0117	-0.0086
Si	-0.01	0.0257	-0.009
Si	0.0112	0.0355	0.0005
Si	-0.0257	0.0142	0.0093
Si	0.0191	-0.0281	-0.0169
Si	0.0032	-0.0233	0.001
Si	-0.0004	-0.0075	-0.0158
As	0.031	-0.0294	-0.0043
Si	0.0241	-0.011	-0.0046
Si	0.0288	0.0195	-0.0111
Si	-0.0229	0.0232	0.0271
Si	-0.0447	0.0177	0.03
Si	-0.0041	-0.0127	-0.0025
Si	-0.0437	0.0468	-0.0396
Si	0.0444	0.0543	-0.0506
Si	0.0101	0.0737	-0.0002
Si	0.0082	-0.0398	-0.0088
Si	-0.0601	-0.0708	0.0066
Si	0.0624	-0.0661	-0.0262
Si	0.0454	0.0682	-0.0045
Si	-0.0487	0.0287	-0.0176
Si	-0.024	0.0741	-0.0249
Si	0.0068	-0.0804	-0.0172
Si	0.0215	-0.0557	-0.0246
Si	-0.008	-0.0736	-0.0071
O	0.0152	0.0359	0.0121
O	-0.0183	-0.0367	0.0136
O	0	-0.0251	0.0285
O	-0.0043	-0.0304	0.0451
O	-0.0071	0.0236	0.0246
O	0.0111	-0.0383	0.0212
O	0.0043	0.0521	0.0184
O	0.0192	0.0247	0.0153
O	-0.0238	-0.033	0.0139
O	0.0054	0.0263	0.0031
O	0.0105	0.0349	0.0152
O	-0.0199	-0.0578	0.0223
O	-0.0044	-0.0211	0.002
O	0.0065	-0.0127	-0.0138
O	0.0098	0.0282	0.0002
O	0.017	-0.0211	-0.0083
O	-0.0085	-0.0169	0.0053
O	0.0066	0.0231	-0.0023
O	-0.0137	0.0161	0.0024
O	-0.0021	0.021	-0.0007
O	-0.0007	-0.0139	-0.0081
O	0.0029	-0.0254	-0.0025
O	-0.0028	0.0106	-0.0208
O	0.0006	0.0136	-0.0112
Si	0.0035	0.0351	0.0413
Si	-0.0062	-0.0024	-0.0089
Si	-0.0111	0.0009	0.0431
Si	0.0038	0.0021	0.0339
Si	-0.0025	-0.0056	0.026
Si	0.0031	0.0015	-0.0146
Si	-0.0094	-0.0152	-0.0233
Si	-0.0047	-0.001	0.041
Si	-0.0091	0.0008	0.0227
Si	0.0052	-0.0021	0.0384
Si	-0.0049	0.012	0.0408
Si	0.0004	-0.0037	-0.0203
Si	-0.0014	-0.0016	-0.021
Si	0.0011	0.0042	0.0261
Si	-0.0062	0.0076	-0.0096
Si	0.0026	-0.0028	-0.0105
Si	-0.0069	0.0038	-0.0032
Si	-0.0031	-0.0016	0.0032
Si	-0.0008	0.0076	0.044
Si	-0.0013	0.0019	0.0467
Si	-0.0082	0.0024	-0.003
Si	0.0019	-0.0044	0.0144
Si	0.0159	0.0118	-0.026
Si	-0.003	-0.006	-0.013
Si	0.0006	-0.0007	0.0385
Si	0.0038	-0.0052	0.0423
Si	0.0065	0.0064	-0.0116
Si	-0.0027	0.001	0.0215
Si	-0.0033	0.0012	0.0424
Si	-0.0064	0.0077	-0.0394
Si	0.0054	-0.0043	0.0499
Si	-0.0076	0.0163	-0.0028
Si	0.0007	0.0067	-0.0139
Si	-0.0128	-0.0004	0.0481
Si	0.0079	-0.0149	0.0203
Si	-0.0084	-0.0009	-0.0077
Si	0.0079	-0.0023	0.0383
Si	-0.007	-0.001	-0.0005
Si	0.0078	0.0021	-0.0132
O	-0.005	0.0058	-0.0101
O	-0.0099	0.0104	-0.0138
O	0.0005	-0.003	0.0166
O	0.0054	0.0099	-0.0004
O	-0.0033	-0.0027	-0.0095
O	-0.0172	0.0134	0.0044
O	0.0024	0.0062	-0.0207
O	0.0035	-0.0018	-0.0107
O	-0.0022	-0.002	0.012
O	-0.008	-0.0052	-0.01
O	0.004	-0.0073	-0.026
O	0.0169	-0.0076	-0.025
O	0.0063	0.003	-0.0013
O	0.0076	0.0006	-0.0209
O	0.0143	-0.0049	0.0107
O	0.004	0.001	-0.0131
O	-0.0085	0.0193	-0.005
O	-0.005	-0.0002	-0.0203
O	-0.0011	-0.0116	0.0095
O	-0.0077	0.0034	-0.0019
O	-0.0049	0.0013	-0.0249
O	0.0032	-0.0007	-0.0164
O	0.0039	-0.0046	0.0138
O	-0.0012	0.001	-0.0187
O	-0.0064	-0.0043	-0.0186
O	0.007	-0.003	-0.0068
O	0.0008	-0.0026	-0.0197
O	-0.0005	0.0052	-0.0123
O	0.0098	0.0107	0.0019
O	-0.0039	0.0005	-0.0143
O	-0.0042	0.0023	-0.0082
O	-0.0004	-0.0021	-0.0284
O	0.007	-0.0187	-0.0017
O	0.0008	-0.0028	0.0037
O	-0.008	-0.0042	-0.0169
O	-0.0014	0.0027	-0.0037
O	-0.0002	-0.0026	0.009
O	-0.0076	-0.0188	-0.0256
O	-0.0014	-0.0023	-0.008
O	0.0044	-0.0038	0.0049
O	0.0013	0.0024	-0.0227
O	0.0005	0.0061	-0.0296
O	0.003	-0.0054	-0.022
O	-0.0047	-0.0021	-0.0149
O	-0.0059	-0.0051	0.0137
O	0.0097	-0.0023	-0.0159
O	-0.0038	0.0013	-0.0143
O	-0.003	-0.0017	-0.0117
O	0.0019	0.0003	0.0141
O	0.0009	0.0088	-0.0088
O	0.0027	-0.0025	-0.0286
O	-0.0017	0.0005	-0.0251
O	0.0033	0.0003	0.0143
O	-0.0002	-0.0078	-0.019
O	0.0058	-0.0035	0.0084
O	-0.0024	0.0024	-0.0072
O	0.0025	0.0005	-0.0205
O	0.0031	0.0006	-0.0244
O	-0.0077	0.0033	0.0138
O	0.0037	-0.0007	-0.0216
O	0.0023	0.0093	0.0145
O	-0.0051	0.0181	-0.0134
O	0.0031	-0.007	-0.0074
O	-0.0092	-0.0094	0.005
O	0.0169	-0.006	-0.0005
O	-0.0123	-0.005	0.0073

The program warned: the cutoff lies below the one the program advises for these potential files; the forces do not sum to zero within the program's tolerance; the exchange-correlation potential is rough where the density is thin.
